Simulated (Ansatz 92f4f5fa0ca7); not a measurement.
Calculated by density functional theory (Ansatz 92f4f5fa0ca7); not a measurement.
Periodic cell of 225 atoms, Si132O91As2, from a study of silicon, its oxide and their interface. The atomic structure is a simulated model.

Settings
functional: PBE
potential files: Ansatz PAW
basis: plane waves
wave-function cutoff: 700 eV
density cutoff ratio: 5
exchange-correlation grid ratio: 1
k mesh: 2 x 2 x 1, shifted by 0.5 0.5 0.5 of a step
self-consistency stop: 5e-08 eV per atom in the density residual
occupations: fixed
spin: none
net charge: 0

Cell vectors (angstrom)
a 10.938 0 0
b 0 10.938 0
c 0 0 31.9494

Atoms and the computed forces on them: element, x, y, z (angstrom), force x, y, z (eV/angstrom)
Si 10.5589 0.1465 24.581 0.0061 -0.0009 -0.0287
Si 5.0516 0.1913 24.6915 -0.0327 -0.0254 -0.0015
Si 2.797 2.373 24.5269 -0.0043 -0.0207 -0.0039
Si 8.4958 2.5352 24.6103 -0.0074 0.0207 -0.0255
Si 10.7151 5.6737 24.3464 -0.0221 -0.0318 -0.0037
Si 5.1105 5.6461 24.4652 0.006 0.0029 -0.0266
Si 2.9576 7.9958 24.4639 0.0197 0.0167 -0.0152
Si 8.3916 7.8823 24.4225 0.0011 -0.0074 -0.0349
Si 1.2715 1.2502 25.8925 0.0216 -0.0167 0.0021
Si 6.7757 1.3889 25.7861 -0.002 -0.0079 -0.0051
Si 3.9537 4.0595 25.7673 0.016 -0.0118 -0.0013
Si 9.6688 4.1045 25.8531 0.0135 0.0404 -0.0126
Si 1.3159 6.8465 25.7249 0.0029 -0.0117 0.0154
Si 6.7835 6.7569 25.7461 0.0017 0.009 0.0319
Si 3.986 9.5227 25.9773 -0.0291 -0.0002 -0.0269
Si 9.4234 9.4972 25.8465 0.0252 -0.019 0.0129
Si 2.6151 -0.0759 27.3011 -0.0188 0.0268 -0.0217
Si 8.0899 -0.0229 27.1852 -0.0016 -0.0086 0.0047
Si 0.0371 2.7374 27.241 -0.0155 0.0014 0.0032
Si 5.416 2.767 27.1483 -0.0033 -0.0013 0.0047
Si 2.6382 5.4538 27.1455 0.0024 -0.0079 0.0062
Si 8.1687 5.4192 27.1471 0.0023 0.026 -0.0123
Si -0.0286 8.201 27.1582 0.0035 0.0036 -0.0147
Si 5.4913 8.1749 27.1847 0.0048 -0.0194 -0.0177
Si 4.0685 1.357 28.523 0.0079 0.019 -0.0264
Si 9.5239 1.3571 28.5159 -0.0006 -0.0094 -0.0203
Si 1.3653 4.1058 28.5969 0.0142 -0.0034 -0.0101
Si 6.8023 4.0904 28.5395 -0.0068 -0.0123 -0.0188
Si 4.075 6.8056 28.4991 -0.0037 -0.0117 -0.0116
Si 9.5362 6.8149 28.5043 -0.0009 -0.0067 -0.0132
Si 1.282 9.5166 28.6283 -0.0169 -0.0199 0.0032
Si 6.7976 9.5532 28.5852 -0.0014 -0.0038 -0.009
Si -0.0442 0.0173 29.9206 -0.0089 -0.0043 -0.0111
Si 5.4438 0.0112 29.9094 -0.0041 0.0038 0.0001
Si 2.7443 2.7319 29.9159 0.014 0.0029 -0.0026
Si 8.186 2.7354 29.8962 -0.0038 -0.0058 0.0053
Si -0.0233 5.4817 29.9068 -0.0117 0.0105 -0.0018
Si 5.4529 5.473 29.896 -0.0115 0.0015 0.0049
Si 2.7393 8.1804 29.9071 -0.0025 -0.0048 -0.0102
Si 8.2081 8.1975 29.9016 0.0103 -0.0003 -0.0019
Si 1.3673 1.3673 31.2657 0.0135 0.0752 0.0273
Si 6.8362 1.3673 31.2657 0.009 0.0318 0.0419
Si 4.1018 4.1018 31.2657 0.0486 -0.015 0.1187
Si 9.5708 4.1018 31.2657 -0.1291 -0.0542 0.0096
Si 1.3673 6.8362 31.2657 -0.002 -0.0555 0.1014
Si 6.8362 6.8362 31.2657 0.0026 0.0234 -0.03
Si 4.1018 9.5708 31.2657 -0.0996 -0.0181 0.0588
Si 9.5708 9.5708 31.2657 -0.2038 -0.0571 0.1872
Si 2.7345 0 0.6835 0.0373 0.0121 -0.0716
Si 8.2035 0 0.6835 0.017 0.0025 -0.177
Si 0 2.7345 0.6835 0.1013 0.0497 -0.0461
Si 5.469 2.7345 0.6835 0.0267 0.0564 0.0113
Si 2.7345 5.469 0.6835 -0.016 -0.0529 -0.1439
Si 8.2035 5.469 0.6835 0.0391 0.0655 -0.1043
Si 0 8.2035 0.6835 0.0776 0.0601 0.0362
Si 5.469 8.2035 0.6835 0.0997 0.0943 -0.0161
Si 4.1114 1.3645 2.0533 0.0078 -0.0066 0.0026
Si 9.6041 1.3399 2.0338 -0.0017 -0.0059 0.0007
Si 1.3651 4.1232 2.0472 0.0036 0.0068 0.0015
Si 6.8373 4.1237 2.0354 -0.0002 0.0045 0.0091
Si 4.1026 6.835 2.0321 0.0033 -0.0179 0.001
Si 9.5829 6.8288 2.0547 0.0064 -0.0066 0.0024
Si 1.3694 9.5929 2.0442 0.0001 0.008 -0.0002
Si 6.8374 9.6018 2.041 0.0098 0.0078 0.0024
Si 0.0458 0.0223 3.4531 0.0104 0.0032 0.0153
Si 5.5026 0.0284 3.4408 0.0052 -0.0035 0.0214
Si 2.7397 2.7542 3.3844 -0.0063 0.0068 0.0155
Si 8.2665 2.765 3.3235 0.01 0.0081 -0.0042
Si 0.0459 5.5048 3.4527 0.0117 0.0018 0.0171
Si 5.492 5.5127 3.4091 0.0003 0.0133 0.0167
Si 2.7589 8.232 3.3694 -0.0028 0.0046 0.0138
Si 8.256 8.2723 3.3712 0.0055 0.0163 0.0116
Si 1.4143 1.4229 4.8154 -0.0185 0.0003 0.0023
Si 6.9399 1.4539 4.7125 0.0044 -0.0067 0.0108
Si 4.0999 4.1239 4.7298 0.001 0.0045 0.0052
Si 9.6296 4.051 4.7453 0.0144 -0.0182 0.0101
Si 1.4052 6.9542 4.8004 -0.0078 0.0038 -0.004
Si 6.8642 6.9649 4.7103 -0.0192 0.0044 0.0051
Si 4.1283 9.5431 4.7633 0.0031 -0.005 -0.0039
Si 9.6507 9.5546 4.8128 0.0141 -0.0088 -0.0042
Si 2.7992 -0.0016 6.1042 -0.0074 -0.0092 0.014
Si 8.3332 0.0956 6.0633 0.0001 0.0041 0.0147
Si 0.0605 2.7682 6.2563 -0.0098 -0.011 -0.0261
Si 5.5541 2.8181 6.0536 -0.0064 -0.0065 -0.0029
Si 2.7988 5.5708 6.0814 0.0048 0.0016 0.0183
Si 8.2906 5.5675 5.9133 -0.0139 0.0036 0.0219
Si 0.1018 8.2849 6.3204 -0.0057 -0.0063 -0.0196
Si 5.5309 8.2773 6.2033 -0.0086 -0.0061 -0.0109
Si 4.4652 1.1441 7.2819 -0.0074 -0.0123 0.021
Si 9.8784 1.1134 7.5692 -0.0171 -0.0184 0.0189
Si 1.2277 4.4763 7.4289 0.0147 0.0118 0.0266
Si 6.6978 4.5161 7.2272 0.0132 0.017 0.0192
Si 4.3613 6.6622 7.5018 -0.0095 -0.0178 0.0091
Si 9.7985 6.5803 7.4154 -0.0318 -0.0287 0.0155
Si 1.334 9.8977 7.6716 0.015 0.0247 0.0252
Si 6.7627 9.9397 7.3825 0.0099 0.0199 0.0228
O 9.5119 1.3348 24.0536 0.0179 0.0026 -0.0366
O 4.065 6.8477 23.9735 -0.0045 0.0062 -0.025
O 3.9692 1.2875 24.0615 -0.0004 0.0153 -0.0467
O 9.5374 6.7776 23.9094 0.002 0.0144 -0.0275
O 0.0249 5.5089 7.9492 0.003 0.0031 0.0263
O 5.6159 0.1022 7.882 0.006 -0.0027 0.0304
O 0.1292 0.0513 8.1047 0.003 -0.0077 0.0213
O 5.5882 5.5914 7.8444 -0.0002 0.0007 0.0284
O 7.6678 3.9398 8.4121 -0.0155 -0.0195 0.0108
O 8.8174 7.0195 8.6756 0.0248 0.0184 0.0002
O 2.2126 9.3912 9.0165 -0.0165 -0.0121 -0.0085
O 8.9862 1.6471 8.8741 0.0281 0.017 -0.0132
O 7.6703 9.4435 8.6723 -0.0154 -0.0278 0.0104
O 3.6079 1.7622 8.5342 0.0213 0.0247 0.0068
O 3.5876 7.1406 8.9011 0.0166 0.0208 -0.0028
O 2.1237 3.9973 8.7339 -0.0165 -0.0135 -0.0058
O 8.0276 3.5477 23.3872 -0.025 -0.0286 -0.0181
O 0.5062 5.0642 22.9652 -0.0143 -0.0077 0.0104
O 1.9481 2.8541 23.1985 0.0073 0.0164 -0.014
O 5.6974 4.891 23.1152 0.0129 0.0012 -0.0009
O 5.517 10.0723 23.5288 0.027 0.0325 -0.0072
O 2.3695 8.7196 23.0946 -0.0066 -0.019 0.0132
O 0.1922 10.2471 23.2884 -0.0009 0.0222 0.0142
O 7.721 8.5694 23.0708 -0.0005 -0.0118 0.0141
Si 8.4496 7.8042 18.5266 0.0106 0.0039 -0.0001
Si 8.8971 6.3005 13.6562 -0.0077 0.001 0.0216
Si 3.829 1.2308 14.5085 -0.0025 -0.0042 -0.0002
As 2.5803 5.6016 17.5328 -0.0195 -0.0114 0.0002
Si 2.447 3.0971 19.518 -0.0073 0.0102 -0.0207
Si 9.8789 8.9594 12.0502 0.0007 -0.0038 -0.0068
Si 1.2355 9.5437 22.2627 0.0008 0.005 -0.0051
Si 9.1703 0.8768 13.2195 0.0029 -0.0042 0.0045
Si 1.44 4.9177 13.0533 -0.0021 -0.0017 0.0028
Si 1.8265 8.1288 12.7755 0.0053 -0.0012 0.0056
Si 6.5913 9.5629 22.4368 -0.013 0.0125 0.0013
Si 4.7465 4.2422 15.3406 -0.0077 0.0098 0.0031
Si 8.2602 2.9539 9.5423 -0.0067 0.0056 -0.0063
As 0.6694 8.2744 19.4328 -0.0286 -0.0135 -0.0185
Si 6.9322 1.3398 21.1039 -0.0029 0.0001 0.0081
Si 8.2885 8.2529 9.5984 0.0003 0.0023 -0.006
Si 10.9559 5.1684 15.6852 0.008 0.0122 0.0149
Si 7.4815 9.4395 16.3081 -0.0004 -0.0106 -0.0038
Si 9.8972 2.1511 20.4077 -0.0048 0.0067 -0.0042
Si 3.2531 8.4314 9.879 0.0064 -0.0037 0.0023
Si 6.7266 3.3084 17.3652 -0.0029 0.0004 -0.009
Si 1.0959 0.274 19.9902 -0.0001 0 -0.0061
Si 3.2704 2.7049 12.222 0.0004 -0.0077 0.0006
Si 7.0908 5.4381 19.6883 -0.0044 0.0028 -0.0007
Si 5.8253 8.5033 11.4084 0.0003 -0.0015 -0.0002
Si 5.9656 5.9262 12.9955 -0.0028 -0.0027 0.0095
Si 4.5234 9.6937 17.6263 -0.0089 -0.0087 0.0074
Si 1.0374 3.725 22.1641 0.0111 0.0045 -0.007
Si 4.8978 1.466 18.8228 -0.0028 -0.0011 -0.0047
Si 3.2343 3.0493 9.4363 0.0069 -0.0062 -0.0104
Si 6.5098 10.5856 13.683 -0.0001 -0.0045 0
Si 10.2835 0.0625 16.0246 0.0034 0.0116 -0.0069
Si 5.733 3.5455 11.0282 -0.0051 -0.0045 -0.0002
Si 9.8734 3.7941 11.9251 -0.0028 0.0015 -0.0053
Si 2.2531 9.8079 15.5287 0.0065 -0.0077 -0.0004
Si 5.8693 8.1433 19.8609 -0.0056 -0.0002 -0.0023
Si 6.8086 3.9502 22.3844 0.0028 -0.0058 0.0066
Si 9.7925 2.734 17.4335 0.0007 0.0025 -0.0047
O 7.286 6.3277 13.8731 -0.0124 0.0007 -0.0157
O 10.2992 4.0036 16.5824 0.0099 0.0001 0.0046
O 6.0373 9.8884 16.9857 -0.0007 -0.0097 0.0036
O 10.1015 0.6883 14.5333 -0.0188 -0.0097 0.0001
O 8.3615 6.2329 19.0078 -0.0284 0.0206 0.0057
O 5.1153 0.2709 14.2352 0.0024 0.0068 -0.002
O 5.6754 2.0851 17.5436 0.0059 0.0066 0.0334
O 8.3049 2.0463 20.6328 0.0067 -0.0179 0.0053
O 2.1003 3.9726 18.1812 0.0243 -0.0077 0.0394
O 6.9801 2.6127 10.514 0.001 0.0247 -0.0019
O 4.9097 2.6607 12.1216 -0.0132 0.0231 -0.0217
O 6.2015 4.1849 16.0982 -0.0146 -0.0178 0.0137
O 4.6243 3.8537 9.8345 -0.013 -0.027 0.0164
O 10.6496 2.936 21.6269 0.0078 -0.0034 -0.0131
O 9.7932 6.144 15.032 0.0033 -0.0208 -0.0186
O 5.8503 6.502 19.8599 0.0363 0.0097 -0.0015
O 4.046 0.1932 18.2598 0.0228 -0.0217 -0.0028
O 9.3352 10.4706 12.3089 0.0078 0.009 0.0202
O 2.8605 4.1847 12.7842 -0.0069 -0.018 -0.001
O 1.9008 10.7419 21.3492 -0.0306 -0.0172 -0.0095
O 4.0235 2.6521 19.5393 0.007 -0.008 -0.0088
O 0.6514 9.963 15.9698 -0.006 0.0024 0.0045
O 1.1534 9.9476 18.9449 -0.0084 0.0056 0.0367
O 1.6909 1.6595 19.4094 -0.003 0.0049 0.0077
O 8.8423 10.3544 16.5071 0.004 -0.0052 -0.0119
O 4.6741 8.605 18.8475 0.0233 0.0254 -0.0074
O 9.5908 8.714 10.463 -0.0184 -0.0114 0.0157
O 6.6701 4.2226 18.7099 0.0071 -0.0052 -0.0084
O 2.8934 1.4664 13.1843 0.0188 0.0181 0.0001
O 5.673 8.7649 21.347 0.0175 -0.0041 -0.0066
O 2.5616 2.4453 10.7887 0.0324 0.0199 0.0104
O 7.4453 4.8116 21.1483 -0.0242 0.0051 -0.0034
O 5.2854 7.3066 12.4036 0.0304 -0.0063 -0.0031
O 0.5116 8.9867 12.3957 -0.0118 -0.0134 -0.0007
O 7.5632 0.9034 13.5561 0.0074 -0.023 0.0089
O 7.1305 9.4542 14.7102 -0.002 0.0261 -0.0054
O 9.1034 4.947 12.7701 0.0301 -0.0109 -0.0009
O 7.95 7.994 16.9589 -0.0049 0.0142 0.0192
O 6.1348 2.5154 21.9377 0.0163 0.0061 -0.0161
O 2.4096 8.8985 14.1344 -0.0114 -0.0014 0.0042
O 0.4803 4.3068 11.8811 -0.0046 0.0022 0.0163
O 0.422 8.5484 21.2218 0.0255 0.0246 0.0138
O 9.3778 3.7774 10.3816 -0.0181 -0.0193 0.0163
O 9.6278 2.288 12.5339 -0.0156 0.0026 -0.0036
O 7.3569 8.6567 19.4046 -0.0015 -0.0434 -0.0032
O 2.646 8.0825 11.3571 -0.0113 0.0008 -0.013
O 4.2647 2.7016 15.0564 -0.0022 -0.0101 -0.0068
O 0.8443 4.4309 14.4882 -0.0056 0.0243 -0.0109
O 10.0817 3.0011 19.0197 -0.0121 -0.022 -0.0074
O 9.2594 7.7241 12.9318 -0.0057 -0.0021 -0.019
O 10.4654 0.6213 20.3188 0.0178 0.0116 0.004
O 6.266 4.9274 11.7167 -0.0182 -0.0104 0.0066
O 8.1876 2.6472 17.1322 0.0043 0.0099 0.0188
O 3.5819 5.0011 16.1887 0.0074 -0.03 -0.0039
O 4.7265 9.0367 10.3018 0.0132 -0.0186 0.0035
O 1.5482 6.5466 13.1043 -0.0005 -0.0019 -0.0025
O 4.9713 5.1748 14.0293 0.0142 -0.0057 -0.0135
O 2.0018 3.9741 20.8449 -0.0044 -0.0322 -0.0104
O 10.5383 1.3345 17.0253 -0.0205 0.0043 -0.0075
O 1.0589 6.031 16.6289 -0.011 -0.0281 -0.0284
O 7.3291 10.9166 21.8996 -0.0108 -0.0089 -0.0102
O 5.9821 0.8756 19.8797 -0.0073 0.0262 -0.0012
O 6.2695 9.8186 12.2651 0.0007 -0.0153 0.0098
O 2.8086 0.4079 15.4627 0.0042 -0.0058 0
O 7.0962 7.8217 10.6255 0.0029 0.019 -0.0011
O 9.9243 8.4078 18.8129 -0.0069 -0.0055 -0.0107
O 3.3122 9.1365 16.6362 0.0062 0.0175 0.0019

Results
free energy: -145393.795 eV
free energy less fixed offsets of As -4857.07, O -569.03, Si -635.61 eV per atom: 2.595 eV

The program warned: the cutoff lies below the one the program advises for these potential files; the forces do not sum to zero within the program's tolerance; the exchange-correlation potential is rough where the density is thin.
